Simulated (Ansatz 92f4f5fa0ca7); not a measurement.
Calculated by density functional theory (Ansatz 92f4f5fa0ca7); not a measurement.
Periodic cell of 226 atoms, Si133O92As1, from a study of silicon, its oxide and their interface. The atomic structure is a simulated model.
Doubt: the cutoff is far below the 930 eV that the study's wrapper takes by default for these files, so forces and energies are approximate.

Settings: functional PBE; potential files Ansatz PAW; basis plane waves; wave-function cutoff 580 eV; density cutoff ratio 5; exchange-correlation grid ratio 1; k mesh 1 x 1 x 1, Gamma-centred; self-consistency stop 5e-08 eV per atom in the density residual; occupations fixed; spin none; net charge +1 e, with a uniform compensating background and no finite-size correction.

Cell vectors (angstrom)
a	10.938	0	0
b	0	10.938	0
c	0	0	31.9494

Atoms: element, x, y, z (angstrom)
Si	10.6244	0.006	24.4184
Si	5.0754	0.1341	24.6613
Si	2.8196	2.2998	24.5345
Si	8.5696	2.4423	24.5635
Si	10.7102	5.5986	24.3345
Si	5.1567	5.6208	24.4511
Si	2.9875	7.9619	24.4038
Si	8.4162	7.8413	24.4188
Si	1.2922	1.1303	25.8393
Si	6.8151	1.3323	25.7423
Si	3.9848	4.0154	25.734
Si	9.6902	4.0268	25.85
Si	1.3401	6.7997	25.6728
Si	6.8045	6.7261	25.7493
Si	3.9987	9.4757	25.9533
Si	9.4839	9.4453	25.8049
Si	2.6317	-0.1347	27.3001
Si	8.145	-0.0618	27.1472
Si	0.0849	2.6595	27.2125
Si	5.4573	2.73	27.1093
Si	2.67	5.4227	27.1116
Si	8.1971	5.3757	27.1342
Si	0.0186	8.1593	27.1331
Si	5.5119	8.1476	27.18
Si	4.0961	1.3371	28.4835
Si	9.5464	1.3175	28.5038
Si	1.3998	4.0721	28.5745
Si	6.8126	4.0643	28.5241
Si	4.0825	6.774	28.4843
Si	9.5677	6.7839	28.4739
Si	1.2835	9.4713	28.6529
Si	6.8306	9.5366	28.5699
Si	-0.0442	-0.0236	29.9353
Si	5.4501	-0.0108	29.8834
Si	2.7807	2.7161	29.8888
Si	8.1867	2.7077	29.8776
Si	-0.0178	5.439	29.8906
Si	5.4585	5.445	29.8888
Si	2.7363	8.1434	29.915
Si	8.2266	8.1735	29.8807
Si	1.364	1.3942	31.2426
Si	6.8379	1.3443	31.2512
Si	4.1003	4.0888	31.2711
Si	9.5511	4.0841	31.2566
Si	1.3591	6.8021	31.2748
Si	6.8339	6.8385	31.2439
Si	4.1108	9.5502	31.2563
Si	9.552	9.5403	31.2872
Si	2.6959	-0.028	0.6328
Si	8.2178	0.0159	0.6699
Si	0.0048	2.7505	0.6862
Si	5.5387	2.7886	0.6597
Si	2.7465	5.4674	0.6845
Si	8.2078	5.4895	0.6706
Si	0.0184	8.209	0.7052
Si	5.4829	8.2097	0.6901
As	4.1079	1.3854	2.0684
Si	9.6047	1.3549	2.0342
Si	1.3602	4.1464	2.0496
Si	6.8567	4.1621	2.0725
Si	4.0969	6.8482	2.0385
Si	9.5831	6.8397	2.072
Si	1.3698	9.6114	2.0813
Si	6.857	9.618	2.0234
Si	0.0191	0.0388	3.4796
Si	5.5368	-0.0031	3.487
Si	2.6799	2.8137	3.4613
Si	8.284	2.7858	3.3215
Si	0.0354	5.5138	3.4939
Si	5.4713	5.5445	3.4315
Si	2.7359	8.2247	3.3883
Si	8.2478	8.2995	3.3805
Si	1.3674	1.4314	4.8537
Si	6.9252	1.4967	4.7238
Si	4.0864	4.1662	4.7728
Si	9.6005	4.0781	4.7882
Si	1.3634	6.9768	4.8462
Si	6.8452	6.993	4.73
Si	4.0799	9.5638	4.7843
Si	9.6249	9.5745	4.8411
Si	2.7706	0.0332	6.1406
Si	8.2992	0.1212	6.086
Si	0.0196	2.7984	6.3088
Si	5.5199	2.8309	6.0777
Si	2.7542	5.5981	6.1406
Si	8.2541	5.5983	5.9574
Si	0.0473	8.3055	6.3714
Si	5.505	8.3082	6.2179
Si	4.4275	1.1789	7.3236
Si	9.8111	1.1474	7.6234
Si	1.1801	4.5012	7.5046
Si	6.6445	4.5432	7.247
Si	4.3288	6.7083	7.5363
Si	9.7284	6.6103	7.5005
Si	1.2797	9.9373	7.6956
Si	6.7243	9.97	7.4065
O	9.5888	1.2487	23.9778
O	4.1105	6.8167	23.9445
O	4.0116	1.2499	24.0279
O	9.538	6.7127	23.8992
O	-0.0302	5.538	8.0115
O	5.5759	0.1293	7.9164
O	0.0738	0.0874	8.1482
O	5.5333	5.608	7.8815
O	7.5941	3.9505	8.4377
O	8.7314	7.0385	8.7679
O	2.1766	9.4537	9.0369
O	8.8885	1.6665	8.9255
O	7.6208	9.4626	8.6988
O	3.595	1.8164	8.5849
O	3.5869	7.2214	8.9437
O	2.0608	4.0064	8.8201
O	8.1389	3.5005	23.3633
O	0.4523	4.9494	22.9486
O	1.9019	2.7598	23.2474
O	5.8282	4.9175	23.1149
O	5.53	10.0084	23.4946
O	2.4448	8.6977	23.0187
O	0.1914	10.0789	23.0814
O	7.7893	8.5853	23.0743
Si	8.6573	7.703	18.4403
Si	8.7827	6.3584	13.6308
Si	3.7896	1.541	14.7396
Si	2.1353	5.7563	17.6253
Si	2.4163	3.1528	19.4905
Si	9.8116	9.032	12.0818
Si	1.3323	9.4297	22.0748
Si	9.1675	0.9648	13.2007
Si	1.4199	5.0538	13.0247
Si	1.792	8.254	12.817
Si	6.6563	9.5653	22.4238
Si	4.525	4.6031	15.7092
Si	8.2063	3.0085	9.5875
Si	0.8392	8.256	19.2595
Si	6.9554	1.3596	21.0892
Si	8.2278	8.3086	9.6743
Si	10.8899	5.2065	15.6052
Si	7.5654	9.5015	16.3201
Si	9.9345	2.0704	20.2991
Si	3.2157	8.5093	9.9146
Si	6.6948	3.3554	17.4103
Si	1.1667	0.2194	19.8018
Si	3.2306	2.8124	12.3004
Si	7.2167	5.4005	19.6864
Si	5.7461	8.6662	11.5453
Si	5.7831	6.0675	13.1977
Si	4.6305	9.7102	17.627
Si	1.024	3.6119	22.1754
Si	4.8983	1.4916	18.8003
Si	3.1902	3.0719	9.5195
Si	6.4457	10.8189	13.7929
Si	10.3449	0.119	15.9765
Si	5.6595	3.6459	11.1584
Si	9.8383	3.8967	11.9062
Si	2.3383	9.9243	15.5487
Si	6.0758	8.1294	19.8016
Si	6.9354	3.9805	22.3768
Si	9.756	2.7832	17.3678
O	7.1924	6.3743	13.9724
O	1.88	7.0682	18.6733
O	10.2941	4.0384	16.5255
O	6.1628	9.9619	17.0556
O	10.1401	0.703	14.4732
O	8.4451	6.1216	18.8589
O	5.1643	0.6844	14.4341
O	5.7192	2.0606	17.5201
O	8.3492	1.9575	20.5486
O	1.9903	4.3088	18.4032
O	6.9627	2.7902	10.6465
O	4.8666	2.7013	12.226
O	6.0284	4.3994	16.3469
O	4.5614	3.9028	9.9405
O	10.6919	2.7872	21.5563
O	9.7207	6.1583	14.9657
O	6.0072	6.4935	19.8418
O	4.0823	0.1775	18.2824
O	9.2553	10.5543	12.2764
O	2.8512	4.3583	12.6999
O	1.9156	10.7107	21.2064
O	3.9941	2.7311	19.3799
O	0.7247	10.0434	15.965
O	1.2722	9.814	18.8331
O	1.7127	1.6739	19.271
O	8.9353	10.3933	16.505
O	4.8705	8.5882	18.7955
O	9.5718	8.7534	10.4896
O	6.7425	4.0939	18.8586
O	2.8332	1.7236	13.4153
O	5.8309	8.7803	21.2648
O	2.5407	2.4343	10.8782
O	7.6175	4.8575	21.1736
O	5.2073	7.4731	12.5521
O	0.4297	9.0672	12.5006
O	7.5748	1.0575	13.5769
O	7.1064	9.6356	14.7482
O	8.975	5.0332	12.6921
O	8.0896	8.0382	16.9114
O	6.2167	2.5806	21.9023
O	2.453	9.0667	14.1135
O	0.4215	4.4875	11.8634
O	0.8141	8.326	20.9313
O	9.3858	3.8204	10.3506
O	9.652	2.3868	12.5401
O	7.62	8.5692	19.3913
O	2.5524	8.1688	11.3699
O	3.9767	3.0593	15.3821
O	0.8349	4.4882	14.4376
O	10.0567	3.0089	18.9581
O	9.1405	7.8061	12.9485
O	10.5151	0.5487	20.0808
O	6.0283	5.0345	11.9339
O	8.1553	2.7554	17.018
O	3.5336	5.4857	16.7267
O	4.6663	9.1311	10.3869
O	1.5282	6.6747	13.1807
O	4.7565	5.4871	14.341
O	2.0504	3.8627	20.9216
O	10.5463	1.4131	16.9535
O	0.9466	6.0777	16.5496
O	7.3456	10.9583	21.9267
O	5.934	0.9227	19.9155
O	6.0638	10.024	12.4095
O	2.842	0.5469	15.6077
O	7.0522	8.0115	10.7797
O	10.2423	8.0237	18.6871
O	3.4417	9.2007	16.5819

Results
free energy: -141734.006 eV
free energy less fixed offsets of As -4856.12, O -568.88, Si -635.61 eV per atom: -4.796 eV

Forces (eV/angstrom), in the order of the atoms: element, x, y, z
Si	0.0259	-0.0189	-0.2705
Si	0.0065	-0.0336	-0.2007
Si	-0.0429	0.0134	-0.2553
Si	0.0038	0.0344	-0.2189
Si	-0.0147	-0.0475	-0.2237
Si	0.0209	-0.0099	-0.2552
Si	-0.0136	0.0347	-0.2238
Si	-0.0129	-0.002	-0.2452
Si	0.0026	-0.001	0.0771
Si	0.0402	0.0059	-0.0059
Si	0.0048	0.0187	0.0088
Si	0.0289	0.0215	0.0359
Si	0.0308	0.0163	-0.0106
Si	0.0074	0.0137	0.0534
Si	0.0082	-0.0217	0.0547
Si	0.0166	0.0096	0.012
Si	-0.0437	-0.0281	-0.006
Si	-0.0688	-0.0399	-0.0028
Si	0.0002	0.0152	0.0062
Si	0.0292	0.0233	-0.0383
Si	-0.0488	-0.0394	-0.0299
Si	-0.0274	-0.0231	-0.0369
Si	-0.0257	-0.003	-0.0247
Si	0.0145	-0.0048	-0.0046
Si	-0.0697	-0.0742	0.0155
Si	0.0371	0.0531	0.0333
Si	-0.116	0.0203	-0.1253
Si	-0.0063	0.008	-0.0166
Si	0.0229	0.0971	0.0576
Si	-0.0435	0.0068	0.0668
Si	0.1244	0.1149	-0.2101
Si	-0.0062	0.0023	-0.1231
Si	-0.0405	0.04	0.0181
Si	0.017	0.0106	0.0408
Si	0.005	-0.0746	0.0385
Si	0.0654	0.0058	-0.0274
Si	0.0433	0.0162	0.0046
Si	0.0453	0.0348	-0.0204
Si	0.0361	-0.1053	0.007
Si	0.0245	-0.0565	-0.0135
Si	-0.0104	-0.001	-0.0104
Si	-0.0271	0.0162	-0.0295
Si	0.0328	0.0314	0.0118
Si	-0.0471	-0.0094	-0.0031
Si	-0.0348	0.0593	0.0079
Si	-0.0027	-0.0248	-0.0017
Si	-0.0141	-0.0051	-0.0206
Si	0.05	-0.02	0.0293
Si	0.0502	0.0598	0.042
Si	-0.0403	-0.0296	-0.0225
Si	0.0496	0.0161	-0.0439
Si	-0.0741	-0.0461	0.0554
Si	-0.0322	-0.0576	-0.0306
Si	0.0201	0.0256	-0.0339
Si	-0.001	-0.0375	-0.0039
Si	0.0357	0.0341	-0.0336
As	-0.0119	0.0228	-0.0241
Si	0.0889	-0.0296	-0.0331
Si	-0.063	0.0321	0.0191
Si	-0.0504	0.0645	-0.0566
Si	0.0051	0.0389	-0.0343
Si	0.0322	0.0129	0.0029
Si	-0.0813	-0.0122	-0.0392
Si	-0.0794	0.007	0.013
Si	0.031	-0.0363	-0.0684
Si	-0.0729	0.0293	0.0311
Si	0.0584	-0.0497	-0.0692
Si	-0.1405	-0.0191	0.2122
Si	-0.0668	-0.0022	-0.084
Si	0.0793	-0.0869	0.0032
Si	0.029	0.0524	0.08
Si	0.0011	-0.1718	0.0859
Si	0.0321	0.0686	0.0947
Si	0.0806	0.0223	0.0061
Si	-0.0448	0.0013	0.0278
Si	0.0548	0.0015	0.0024
Si	0.0604	-0.0088	0.0173
Si	0.0364	0.0985	-0.013
Si	0.0507	-0.0361	0.0372
Si	-0.0348	0.0223	0.0397
Si	-0.1113	-0.0468	-0.0409
Si	-0.0237	-0.0103	-0.0116
Si	-0.026	-0.0172	0.0027
Si	0.0321	0.0694	-0.0504
Si	-0.0137	-0.0148	-0.0128
Si	-0.0045	-0.0049	-0.022
Si	-0.0059	-0.0097	0.0064
Si	0.0045	-0.0328	-0.0152
Si	-0.0117	0.0142	0.3424
Si	-0.0221	0.0275	0.2719
Si	0.0465	-0.009	0.2684
Si	0.0494	-0.0302	0.2777
Si	-0.0281	-0.003	0.317
Si	-0.0594	0.0041	0.2784
Si	0.0616	-0.0004	0.3569
Si	0.0347	-0.0318	0.2666
O	-0.024	-0.0134	0.127
O	-0.0057	-0.0392	0.1101
O	0.0049	-0.0026	0.126
O	0.0123	-0.0071	0.1041
O	0.0317	0.0079	-0.1208
O	-0.0062	0.0074	-0.1481
O	-0.005	0.0029	-0.1656
O	-0.0258	0.0518	-0.1522
O	-0.1082	0.1163	-0.3375
O	0.1009	-0.1001	-0.31
O	-0.1518	0.1057	-0.3542
O	0.1322	-0.1215	-0.3104
O	-0.1061	0.1409	-0.3266
O	0.0776	-0.1308	-0.2858
O	0.0687	-0.1193	-0.3371
O	-0.1427	0.1027	-0.2992
O	0.1068	-0.0942	0.2688
O	-0.0727	0.1179	0.2661
O	0.1284	-0.1	0.305
O	-0.1083	0.0971	0.2633
O	-0.1321	0.0912	0.3011
O	0.0964	-0.0951	0.2818
O	-0.1015	0.0811	0.2929
O	0.1042	-0.1035	0.2624
Si	0.0087	0.0011	-0.0902
Si	0.0135	-0.0079	0.1578
Si	0.0089	-0.0098	0.1238
Si	0.0115	0.0082	-0.0598
Si	0.0435	-0.0158	-0.2188
Si	0.0215	0.0272	0.3176
Si	-0.0089	0.0006	-0.4559
Si	-0.0005	-0.011	0.1848
Si	-0.0177	0.013	0.1798
Si	-0.0453	0.0044	0.2972
Si	-0.0137	0.0166	-0.4319
Si	-0.0002	-0.0125	0.0813
Si	0.0055	0.0803	0.5018
Si	-0.0071	-0.0511	-0.2105
Si	-0.0175	0.0053	-0.2939
Si	0.0234	0.0219	0.5208
Si	-0.0034	-0.0027	0.0815
Si	0.0109	0.0081	0.0356
Si	-0.0072	-0.0265	-0.2547
Si	0.0795	0.0262	0.5305
Si	0.0068	-0.0137	-0.0659
Si	-0.0169	0.0166	-0.2043
Si	0.0008	0.0062	0.3119
Si	-0.0113	0.034	-0.2431
Si	0.0015	0.0344	0.3552
Si	-0.0038	-0.0067	0.23
Si	0.0038	0.007	-0.0679
Si	-0.0276	-0.0588	-0.4529
Si	-0.0325	0.0009	-0.1363
Si	0.0903	0.0362	0.4853
Si	0.0115	0.0256	0.1814
Si	0.0015	-0.0162	0.0498
Si	-0.0022	0.0556	0.3444
Si	0.0432	0.0145	0.3312
Si	-0.0051	0.0233	0.0757
Si	0.0094	-0.0424	-0.252
Si	0.0058	-0.036	-0.4136
Si	-0.0143	-0.0093	-0.0864
O	-0.0172	0.0006	-0.0601
O	-0.0189	0.0343	0.0581
O	0.0037	0.0031	-0.0012
O	-0.0059	-0.0027	0.0068
O	-0.0241	0.0178	-0.0908
O	-0.0174	-0.0233	0.0558
O	0.0185	-0.0089	-0.0506
O	-0.0099	-0.0102	0.0389
O	-0.0446	-0.0101	0.1007
O	0.0024	-0.0458	0.0727
O	0.0923	-0.0218	-0.19
O	0.0334	0.0247	-0.1407
O	-0.0045	0.0017	-0.0044
O	-0.0876	-0.011	-0.2217
O	0.0689	0.0681	0.1899
O	-0.0282	0.0147	-0.0673
O	-0.0008	-0.0037	0.0724
O	-0.0004	0.0152	0.0386
O	0.01	-0.0641	-0.1068
O	0.0304	-0.0392	-0.0913
O	0.0048	-0.0648	0.198
O	-0.0179	0.0096	0.0598
O	0.01	-0.0056	-0.0136
O	0.0014	0.0179	0.0777
O	-0.0141	-0.0144	0.0639
O	0.001	0.0007	-0.0119
O	0.0282	-0.0229	0.0824
O	-0.0792	-0.0458	-0.2728
O	0.0137	0.0277	0.0878
O	-0.0104	0.0344	-0.1294
O	0.0328	0.0743	0.2445
O	0.0005	0.0167	-0.2792
O	-0.018	-0.0771	0.2395
O	0.0014	0.0624	-0.1244
O	-0.0134	0.0032	-0.092
O	0.0162	0.0079	-0.0592
O	-0.0182	0.0177	-0.0728
O	0.0159	-0.0587	-0.109
O	0.005	-0.0113	0.0276
O	-0.0014	0.067	0.1486
O	-0.0094	-0.0467	-0.1216
O	-0.0296	-0.0237	-0.1079
O	0.0239	0.0529	0.2268
O	-0.0878	-0.0517	-0.2696
O	0.0073	0.0671	-0.1163
O	-0.0396	0.0109	0.0767
O	0.0861	0.0247	-0.3097
O	-0.0055	-0.0136	-0.0402
O	0.0264	0.0022	-0.0905
O	0.0058	-0.023	0.1232
O	0.015	0.0598	-0.1102
O	-0.0088	0.0064	0.0767
O	0.0014	-0.0795	-0.1564
O	0.0017	0.0003	0.0183
O	-0.0023	-0.0043	-0.0029
O	-0.0917	-0.0057	-0.2005
O	0.0156	0.0244	-0.0711
O	0.0267	0.0312	-0.0976
O	-0.0665	0.0278	0.2285
O	0.0021	0.005	0.0133
O	0.0009	-0.0031	-0.0012
O	-0.0047	-0.0878	0.1652
O	0.0705	-0.0069	0.1429
O	-0.0267	-0.0859	-0.1655
O	0.0102	0.0139	-0.0315
O	0.0981	-0.0065	-0.2198
O	0.0335	0.0101	0.049
O	-0.0038	-0.0005	-0.0037

The program warned: the cutoff lies below the one the program advises for these potential files; the forces do not sum to zero within the program's tolerance; the exchange-correlation potential is rough where the density is thin.
